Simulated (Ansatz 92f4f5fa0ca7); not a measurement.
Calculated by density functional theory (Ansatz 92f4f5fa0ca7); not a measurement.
Periodic cell of 276 atoms, Si168O108, from a study of silicon, its oxide and their interface. The atomic structure is a simulated model.
Doubt: the cutoff is low for norm-conserving oxygen, so forces and energies are approximate.
Doubt: the program's own warning below bears on the result.
This geometry differs little from another in the collection (a relaxation step or a small displacement).

Settings: functional HSE06; potential files SPMS norm-conserving; basis plane waves; wave-function cutoff 800 eV; density cutoff ratio 4; exchange-correlation grid ratio 1; k mesh 1 x 1 x 1, Gamma-centred; occupations fixed; spin none; net charge 0.

Cell vectors (angstrom)
a, 11.6015, 0, 0
b, 0, 13.3963, 0
c, 0, 0, 30.7179

Atoms: element, x, y, z (angstrom)
Si, -0.0826, 0.0384, 23.94
Si, 3.9097, -0.0664, 24.214
Si, 7.5532, -0.0812, 24.1913
Si, 1.8814, 3.4119, 23.6235
Si, 5.6652, 3.2312, 24.0195
Si, 9.5086, 3.363, 23.9471
Si, 0.0776, 6.7516, 23.8647
Si, 4.0436, 6.6068, 23.7318
Si, 7.8912, 6.7065, 24.3013
Si, 1.8524, 10.1205, 23.9913
Si, 5.7514, 10.2018, 24.1212
Si, 9.5979, 10.0838, 23.9139
Si, -0.0503, 2.3065, 24.5915
Si, 3.703, 2.2281, 24.7549
Si, 7.6416, 2.1942, 24.8049
Si, 2.024, 5.5974, 24.5643
Si, 5.8692, 5.5168, 24.7425
Si, 9.8129, 5.544, 24.881
Si, -0.0595, 8.9505, 24.7334
Si, 3.8404, 8.8936, 24.5683
Si, 7.6867, 9.0011, 24.8134
Si, 1.8674, 12.3191, 24.8041
Si, 5.7374, 12.2713, 25.2428
Si, 9.6094, 12.2883, 24.7699
Si, -0.0159, 2.2565, 27.0483
Si, 3.7784, 2.2395, 27.1442
Si, 7.692, 2.2195, 27.1717
Si, 1.9747, 5.5749, 27.0223
Si, 5.823, 5.558, 27.1306
Si, 9.7542, 5.5435, 27.2239
Si, -0.021, 8.9228, 27.1215
Si, 3.8562, 8.8916, 27.0322
Si, 7.7293, 8.9463, 27.1738
Si, 1.9036, 12.2891, 27.1691
Si, 5.7769, 12.2649, 27.4855
Si, 9.657, 12.2817, 27.152
Si, 1.8763, 1.1183, 27.9506
Si, 5.7389, 1.1567, 27.9863
Si, 9.6589, 1.1308, 27.9218
Si, 0.0814, 4.4482, 27.9477
Si, 3.8685, 4.4745, 27.9312
Si, 7.761, 4.4558, 27.9478
Si, 1.9299, 7.7961, 27.8952
Si, 5.7916, 7.8068, 27.9217
Si, 9.6656, 7.8048, 27.9505
Si, -0.0165, 11.1521, 27.9458
Si, 3.8087, 11.1044, 27.9686
Si, 7.7619, 11.1493, 28.0095
Si, 1.9336, 1.1164, 30.3229
Si, 5.8008, 1.1164, 30.3229
Si, 9.6679, 1.1164, 30.3229
Si, 0, 4.4654, 30.3229
Si, 3.8672, 4.4654, 30.3229
Si, 7.7343, 4.4654, 30.3229
Si, 1.9336, 7.8145, 30.3229
Si, 5.8008, 7.8145, 30.3229
Si, 9.6679, 7.8145, 30.3229
Si, 0, 11.1635, 30.3229
Si, 3.8672, 11.1635, 30.3229
Si, 7.7343, 11.1635, 30.3229
Si, 0, 0, 0.3944
Si, 3.8672, 0, 0.3944
Si, 7.7343, 0, 0.3944
Si, 1.9336, 3.3491, 0.3944
Si, 5.8008, 3.3491, 0.3944
Si, 9.6679, 3.3491, 0.3944
Si, 0, 6.6981, 0.3944
Si, 3.8672, 6.6981, 0.3944
Si, 7.7343, 6.6981, 0.3944
Si, 1.9336, 10.0472, 0.3944
Si, 5.8008, 10.0472, 0.3944
Si, 9.6679, 10.0472, 0.3944
Si, -0.0232, -0.0125, 2.7701
Si, 3.8606, -0.0168, 2.7947
Si, 7.6916, -0.0152, 2.7266
Si, 1.9526, 3.3113, 2.7669
Si, 5.7473, 3.3477, 2.7398
Si, 9.7038, 3.3921, 2.7556
Si, -0.0025, 6.7011, 2.7476
Si, 3.9146, 6.737, 2.7569
Si, 7.7952, 6.6958, 2.7967
Si, 1.9539, 10.0416, 2.7881
Si, 5.8274, 10.0685, 2.8012
Si, 9.6836, 10.0472, 2.7772
Si, -0.0035, 2.2174, 3.5517
Si, 3.854, 2.1866, 3.665
Si, 7.7287, 2.2491, 3.3151
Si, 1.9593, 5.5905, 3.391
Si, 5.8454, 5.5721, 3.5055
Si, 9.7311, 5.5883, 3.7025
Si, 0.023, 8.919, 3.5674
Si, 3.906, 8.9636, 3.6312
Si, 7.7608, 8.9371, 3.6025
Si, 1.9183, 12.2788, 3.5849
Si, 5.7949, 12.2947, 3.6654
Si, 9.6082, 12.2999, 3.5367
Si, -0.0429, 2.1957, 5.9235
Si, 3.8108, 2.1589, 6.1184
Si, 7.7059, 2.2579, 5.583
Si, 2.0387, 5.61, 5.6819
Si, 5.9285, 5.5224, 5.8437
Si, 9.8578, 5.5564, 6.1935
Si, 0.0588, 8.896, 5.9409
Si, 3.9703, 8.9749, 6.0513
Si, 7.7896, 8.923, 5.9958
Si, 1.9108, 12.2535, 5.9711
Si, 5.8291, 12.3406, 6.1151
Si, 9.5678, 12.3309, 5.8999
Si, 1.7413, 1.0144, 6.9099
Si, 5.9319, 1.259, 6.7756
Si, 9.5062, 1.2181, 6.6309
Si, 0.3534, 4.3607, 6.7399
Si, 3.9228, 4.4879, 6.5099
Si, 7.8539, 4.3523, 6.6257
Si, 2.0446, 7.7677, 6.6625
Si, 5.8966, 7.6985, 6.7099
Si, 9.7405, 7.8638, 6.8524
Si, -0.1116, 11.1761, 6.5439
Si, 3.8528, 11.2525, 6.8807
Si, 7.7355, 11.1386, 6.9008
O, 3.7118, 4.7052, 8.1278
O, -0.5409, 11.2788, 8.1194
O, 7.774, 11.0752, 8.5694
O, 7.7827, 3.8943, 8.2225
O, 1.0948, 4.0512, 8.2204
O, 9.0748, 1.523, 8.2189
O, 9.7048, 8.1683, 8.4917
O, 6.4427, 1.618, 8.3346
O, 2.2134, 7.5503, 8.287
O, 1.2926, 0.881, 8.5195
O, 3.6948, 11.4536, 8.5249
O, 6.0254, 7.3188, 8.3084
O, 9.2456, 3.4214, 22.3066
O, 9.2896, 5.6681, 20.527
O, 9.4796, 10.171, 22.2646
O, 4.3558, -0.3805, 22.6465
O, 11.4309, 0.0438, 22.2862
O, 5.299, 2.9587, 22.4334
O, 7.0611, 13.0926, 22.6178
O, 1.611, 10.4487, 22.3924
O, 11.7416, 6.8827, 22.2029
O, 1.9051, 3.5279, 21.9326
O, 8.8281, 10.058, 19.6364
O, 4.3236, 6.3287, 22.1066
Si, 8.1606, 2.0541, 11.9583
Si, 7.8144, 2.3801, 8.8279
Si, 2.4806, 4.262, 9.0726
Si, 6.9358, 10.8184, 9.944
Si, 0.3692, 13.9047, 18.2116
Si, 7.9628, 10.2446, 12.851
Si, 6.5104, 0.1742, 16.7287
Si, 3.3366, 1.5988, 10.6825
Si, 3.6966, 7.7807, 11.6758
Si, 11.3261, 7.2382, 15.3114
Si, 0.9406, 7.0769, 20.7963
Si, 5.3757, 7.7536, 18.2396
Si, 15.1332, 10.6313, 12.5774
Si, 5.5759, -2.1388, 14.7207
Si, 2.5551, -1.484, 18.7049
Si, -0.3987, 11.2238, 9.7041
Si, 8.752, 2.6356, 20.9631
Si, 17.4878, 5.7332, 15.846
Si, 12.7285, 4.4122, 14.9604
Si, 2.1879, 3.0408, 17.6016
Si, -1.1227, 11.7423, 14.0027
Si, 10.5662, 13.5724, 20.9245
Si, 8.7107, 5.9234, 14.3997
Si, 5.7247, 12.3153, 22.0932
Si, 12.8801, 9.8442, 14.564
Si, 15.8053, 12.1497, 9.9063
Si, 5.0055, 0.1127, 19.4725
Si, 16.7815, 2.7687, 12.9799
Si, 4.9958, 16.1869, 16.0655
Si, 12.9559, 9.9585, 20.8843
Si, 8.3533, 7.4205, 11.8386
Si, 9.5621, 0.4769, 16.1236
Si, 5.1466, 5.8503, 20.7785
Si, 10.6106, 7.0247, 18.238
Si, 6.1102, 7.7731, 9.8413
Si, 8.146, 8.6586, 19.1999
Si, 1.7183, 7.0293, 9.7305
Si, -1.0088, 8.2225, 9.8476
Si, -1.7079, 10.5738, 20.7496
Si, 10.0692, -0.1724, 11.4191
Si, 9.9972, 16.4853, 14.2809
Si, 1.5551, 4.2461, 20.4924
Si, 3.7037, 9.8506, 16.6754
Si, 5.5819, 2.9191, 20.8465
Si, 8.1097, 6.4641, 21.2393
Si, 0.8712, 0.3997, 10.0214
Si, 3.8323, 5.3431, 13.6311
Si, 10.1563, 4.6527, 19.629
O, -0.0581, 0.7272, 19.7611
O, 2.2018, 3.6358, 19.1267
O, 11.7174, 7.0864, 9.7318
O, 6.8668, 10.7573, 13.91
O, 11.5549, 4.2588, 20.3149
O, 4.2837, 1.9244, 11.938
O, 4.7813, 7.3034, 10.5993
O, 4.8555, 4.3611, 12.8097
O, 7.8213, 8.6365, 12.7624
O, 8.4652, 6.6931, 22.7641
O, 4.2094, 9.1738, 12.3253
O, 3.6775, 2.7442, 17.0161
O, 9.7249, 7.8856, 11.1455
O, 7.1783, 2.754, 20.7417
O, 9.247, 4.4434, 14.7394
O, 2.3596, 9.6461, 15.7722
O, 7.3331, 7.092, 10.6365
O, 8.1163, 0.2214, 16.7891
O, 9.3846, 2.7339, 12.8049
O, 11.3903, 7.499, 16.9114
O, 13.0882, 4.0031, 16.4928
O, 5.7968, 11.9495, 10.0262
O, 4.9953, 1.643, 20.0333
O, 1.8946, 1.0166, 11.109
O, 6.7441, 2.3426, 12.7346
O, 6.0405, 1.6727, 16.4735
O, 2.1806, 5.5088, 10.0545
O, 5.8619, 13.1996, 18.1462
O, 4.6948, 2.4789, 14.499
O, 9.2876, 1.134, 21.1203
O, 10.6622, 13.8603, 17.2926
O, 3.4687, 11.4682, 11.1894
O, 2.2124, 10.8807, 19.8946
O, 12.102, 5.8864, 14.9466
O, 4.1196, 8.6114, 17.6517
O, 3.4001, 11.1438, 17.5761
O, 0.8823, -1.2357, 10.0625
O, 11.6117, 16.7855, 14.3256
O, 7.9513, 2.5515, 10.4284
O, 9.2115, 7.8328, 18.3024
O, 12.7835, 12.5105, 18.1027
O, 4.6026, 5.9881, 14.9014
O, 11.5066, 7.2508, 19.5643
O, 14.1097, 4.5069, 14.0934
O, 10.8317, 12.755, 12.7789
O, 9.3669, 3.2606, 19.5979
O, 5.7915, 4.1792, 16.2543
O, 7.9227, 7.9016, 20.5884
O, 2.0921, 10.2619, 13.2219
O, 1.8387, 8.4154, 20.8146
O, -1.6569, 11.9243, 10.4494
O, 8.5514, 6.1359, 12.797
O, 5.6539, 12.4595, 20.5088
O, 8.631, 0.4903, 11.7914
O, 10.3266, 5.4101, 18.2022
O, 3.0227, 2.9487, 9.8432
O, 9.4224, 10.6616, 13.415
O, 3.4512, 13.1467, 19.2288
O, 4.9934, -3.2597, 15.7393
O, 3.9745, 13.7619, 9.8281
O, 6.7065, 5.702, 21.1751
O, 6.6776, 8.7216, 18.4996
O, 12.0349, 8.4556, 14.5155
O, 9.9344, 12.1564, 20.5325
O, 7.7287, 10.8417, 11.3561
O, 6.2307, 9.3769, 9.8298
O, 4.9449, 6.9398, 19.5907
O, -0.5974, 0.8533, 10.5602
O, 7.2785, 6.0789, 15.1153
O, 5.7947, 10.7495, 22.5448
O, 5.9894, -0.8209, 15.5595
O, 3.4359, 6.6234, 12.7526
O, 4.8904, 4.3017, 20.288
O, 5.7974, 6.6592, 17.1441
O, 9.8014, 12.6191, 15.1538
O, -0.2138, 10.0091, 20.49
O, 2.3102, 7.9952, 10.8771
O, -1.9504, 1.8717, 15.2938
O, 4.403, 11.5138, 13.6252
O, 1.3237, 1.6909, 17.694
O, 11.3036, 9.6626, 10.0862
O, 1.9429, 5.8243, 20.5634
O, 0.1669, 11.0255, 14.6773
O, 9.7654, 7.0428, 14.9182

Results
free energy: -67412.681 eV
free energy less fixed offsets of O -447.96, Si -113.29 eV per atom: -0.281 eV
gap between the highest filled and lowest empty level on this k mesh: 1.423 eV

The program warned: the cutoff lies below the one the program advises for these potential files; the model core charge is not resolved on the grid; the forces do not sum to zero within the program's tolerance; the exchange-correlation potential is rough where the density is thin.
